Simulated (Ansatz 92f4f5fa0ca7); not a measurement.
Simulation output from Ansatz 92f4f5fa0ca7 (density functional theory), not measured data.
Periodic cell of 223 atoms, Si132O90B1, from a study of silicon, its oxide and their interface. The atomic structure is a simulated model.
Doubt: the cutoff is far below the 930 eV that the study's wrapper takes by default for these files, so forces and energies are approximate.
This geometry differs little from another in the collection (a relaxation step or a small displacement).

Settings: functional PBE; potential files Ansatz PAW; basis plane waves; wave-function cutoff 580 eV; density cutoff ratio 5; exchange-correlation grid ratio 1; k mesh 1 x 1 x 1, Gamma-centred; self-consistency stop 5e-08 eV per atom in the density residual; occupations fixed; spin none; net charge -1 e, with a uniform compensating background and no finite-size correction.

Cell vectors (angstrom)
a, 10.938, 0, 0
b, 0, 10.938, 0
c, 0, 0, 32.1988

Atoms and the computed forces on them: element, x, y, z (angstrom), force x, y, z (eV/angstrom)
Si, 10.5919, 0.2258, 24.8759, -0.0009, 0.0013, 0.0052
Si, 5.746, 10.6815, 24.7479, 0.001, -0.0004, 0.0058
Si, 2.4893, 2.9172, 24.6462, -0.0006, 0.0002, 0.0055
Si, 8.432, 2.4677, 24.8368, 0.001, -0.0012, 0.0063
Si, 0.284, 5.1689, 24.7627, 0.0005, -0.0006, 0.0058
Si, 5.163, 5.7511, 24.6888, -0.0001, 0.0001, 0.0047
Si, 2.9402, 8.0108, 24.6004, 0.0001, -0.0001, 0.0043
Si, 7.9481, 8.4371, 24.739, -0.0003, 0.0007, 0.0063
Si, 1.3383, 1.3826, 26.0433, -0.0009, 0.0019, 0
Si, 6.8523, 1.3099, 26.1313, 0.0026, -0.002, 0.0001
Si, 4.0542, 4.1075, 25.9937, -0.0003, 0.0003, -0.0005
Si, 9.6161, 4.0618, 26.0954, 0.0023, -0.0011, -0.0003
Si, 1.4068, 6.8286, 26.0091, 0.0004, -0.0007, -0.0012
Si, 6.7752, 6.8525, 26.0314, -0.0001, 0.0013, -0.0006
Si, 4.1097, 9.5358, 26.0051, 0.0014, -0.0005, -0.0008
Si, 9.471, 9.5694, 26.1588, -0.0019, 0.0013, 0.0008
Si, 2.7339, -0.0084, 27.3577, -0.0006, 0.0001, -0.0024
Si, 8.1647, -0.0227, 27.5735, -0.0002, 0.0005, 0.0001
Si, 0.0175, 2.7149, 27.5, -0.0005, -0.001, -0.0001
Si, 5.4454, 2.7439, 27.378, 0, 0, -0.0021
Si, 2.7366, 5.4654, 27.4414, 0, 0.0004, 0
Si, 8.1907, 5.4711, 27.367, -0.0002, -0.0003, -0.0023
Si, -0.0005, 8.1808, 27.3863, 0, 0.0002, -0.0019
Si, 5.4465, 8.1977, 27.4593, 0.0002, -0.0003, -0.0002
Si, 4.0852, 1.3648, 28.76, 0.0009, 0.0007, 0.0024
Si, 9.5849, 1.3517, 28.8632, -0.0012, -0.0008, -0.0042
Si, 1.3739, 4.1057, 28.8296, 0.0004, -0.0013, -0.0024
Si, 6.834, 4.101, 28.7571, 0.0001, -0.0004, 0.0027
Si, 4.1055, 6.8162, 28.8215, -0.0006, -0.0006, -0.0008
Si, 9.5609, 6.8228, 28.7657, 0.0003, 0.0013, 0.0017
Si, 1.3719, 9.5639, 28.7523, -0.0011, -0.0004, 0.0026
Si, 6.7908, 9.5414, 28.8781, 0.0037, 0, -0.0047
Si, 0.0271, -0.0275, 30.1851, 0.0021, -0.0006, -0.0002
Si, 5.4319, 0.0097, 30.1827, -0.0019, 0.0019, 0.0003
Si, 2.7433, 2.7252, 30.1754, -0.0003, -0.0011, 0
Si, 8.197, 2.7455, 30.1627, -0.0002, 0.001, -0.001
Si, -0.0155, 5.4668, 30.1625, -0.001, 0.0004, -0.0002
Si, 5.4887, 5.4539, 30.1746, 0.0013, -0.0003, -0.0001
Si, 2.7277, 8.2061, 30.1492, 0.0003, 0.001, -0.0011
Si, 8.2109, 8.1749, 30.1853, 0.0005, -0.0011, 0.0002
Si, 1.3827, 1.3538, 31.5578, 0.0002, 0.0003, 0.0007
Si, 6.8315, 1.3737, 31.5235, 0.0002, -0.0003, 0.0004
Si, 4.1201, 4.0878, 31.5457, 0.0007, 0.0011, 0.0001
Si, 9.5677, 4.0987, 31.5422, 0.0006, -0.0004, 0.0015
Si, 1.3623, 6.8399, 31.5115, -0.0001, 0.0002, -0.0001
Si, 6.8536, 6.8114, 31.5663, 0.0002, 0.0002, 0.0008
Si, 4.0812, 9.5669, 31.5466, -0.0001, -0.001, 0.0018
Si, 9.5863, 9.5482, 31.5482, -0.0002, 0.0004, 0.0001
Si, 2.7442, -0.0085, 0.7448, -0.0011, 0.0008, -0.0005
Si, 8.2035, 0.0033, 0.6875, 0.001, 0.0005, 0.0002
Si, 0.0001, 2.7303, 0.7168, 0.0011, -0.0008, -0.0004
Si, 5.4893, 2.7247, 0.7242, -0.0003, -0.0006, 0.0002
Si, 2.742, 5.4886, 0.6845, 0.0009, -0.0009, -0.0006
Si, 8.222, 5.4455, 0.7457, -0.0008, 0.0011, -0.0013
Si, 0.0205, 8.1801, 0.7174, -0.0001, 0.0001, 0.0001
Si, 5.472, 8.2055, 0.7123, 0.0009, -0.0007, -0.0009
Si, 4.1359, 1.3585, 2.1006, 0.0012, -0.0027, 0.0006
Si, 9.5626, 1.3509, 2.0803, 0.0004, 0.0018, 0.002
Si, 1.382, 4.1267, 2.054, -0.0053, 0.0015, -0.0004
Si, 6.8546, 4.0727, 2.1117, 0.0018, 0.0008, 0.0022
Si, 4.1135, 6.8312, 2.0869, 0.0022, 0.003, 0.0007
Si, 9.5973, 6.824, 2.0959, 0.0007, -0.0034, 0.0009
Si, 1.3864, 9.5371, 2.0945, 0.0056, -0.0014, 0.0011
Si, 6.8355, 9.5936, 2.0717, -0.0028, -0.0005, 0
Si, -0.0073, -0.0401, 3.4159, -0.0003, 0.0045, -0.0001
Si, 5.4983, 0.004, 3.5108, -0.0009, 0.0013, -0.004
Si, 2.7753, 2.7807, 3.3987, 0.001, -0.0027, 0
Si, 8.1982, 2.6873, 3.5, 0.003, 0.0004, -0.002
Si, 0.0358, 5.4657, 3.4764, 0.002, 0.0007, -0.0006
Si, 5.4875, 5.4601, 3.4502, -0.0004, -0.003, -0.0014
Si, 2.7774, 8.2037, 3.4931, -0.0037, -0.0003, -0.0029
Si, 8.2084, 8.2188, 3.4037, -0.0007, 0, 0.0026
Si, 1.3924, 1.3796, 4.6663, -0.0012, -0.0034, -0.0055
Si, 6.8428, 1.3409, 4.9556, -0.0013, 0.0023, 0.0042
Si, 4.1404, 4.0965, 4.8417, 0.0008, 0.0064, -0.0008
Si, 9.5874, 4.0724, 4.8116, -0.0026, 0.0031, -0.0027
Si, 1.4227, 6.8291, 4.8601, 0.0011, 0.0025, 0.0017
Si, 6.8556, 6.8669, 4.7735, 0.0009, -0.0015, -0.0014
Si, 4.1464, 9.578, 4.8981, 0.0009, 0.0015, -0.0005
Si, 9.5578, 9.5424, 4.8097, -0.0001, -0.0034, 0.0015
Si, 2.7459, 0.1165, 6.1139, 0.0011, -0.0016, 0.0003
Si, 8.2184, -0.0769, 6.2948, 0.0002, 0.0025, -0.0049
Si, 0.0507, 2.6702, 6.0832, -0.0048, -0.0024, -0.004
Si, 5.4663, 2.7404, 6.3217, 0.0036, -0.0038, -0.0039
Si, 2.8038, 5.4763, 6.235, -0.0061, -0.0059, -0.0009
Si, 8.232, 5.4966, 6.1136, -0.0006, 0.0012, 0.0025
Si, 0.0025, 8.18, 6.1715, -0.0012, -0.0055, -0.0007
Si, 5.5486, 8.2024, 6.2604, 0.0025, -0.0008, 0.0013
Si, 3.7993, 1.6274, 7.6407, -0.0004, 0.0062, 0.0061
Si, 9.8501, 1.1338, 7.4768, -0.0039, -0.0066, 0.0023
Si, 1.5669, 3.8571, 7.4058, 0.0117, 0.018, 0.0086
Si, 6.6719, 4.4216, 7.4999, -0.0028, 0.003, -0.0022
Si, 4.4083, 6.6247, 7.5776, -0.0006, -0.0002, -0.002
Si, 9.4607, 6.9229, 7.5363, -0.0043, 0.0124, -0.0066
Si, 1.1349, 9.8895, 7.3198, -0.0017, -0.0041, -0.0004
Si, 7.1956, 9.1883, 7.6866, 0.0079, -0.0099, 0.0043
O, 8.3409, 8.0557, 7.9668, -0.006, 0.0004, -0.0008
O, 2.687, 2.786, 8.0222, -0.0032, -0.006, -0.0062
O, 9.5265, 1.3517, 24.2769, 0.0004, -0.0002, -0.0041
O, 4.0568, 6.8666, 24.123, 0.0003, -0.0001, -0.0015
O, 0.032, 0.0123, 7.981, 0.0041, 0.0045, -0.0014
O, 5.5415, 5.5065, 8.0508, 0.0038, -0.0015, 0.0008
O, 6.8572, 9.5707, 24.2017, -0.0002, -0.0001, -0.0035
O, 1.3765, 4.0596, 24.171, 0.0004, 0.0005, -0.0026
O, 3.8638, 7.3782, 8.9523, -0.0005, 0.0014, 0.0036
O, 0.6285, 4.4497, 8.5563, 0.0006, -0.0046, -0.002
O, 9.9795, 6.2169, 8.8878, -0.0068, 0.0016, -0.0021
O, 2.055, 9.2781, 8.5178, 0.0001, 0.0024, 0.0024
O, 7.5098, 3.9179, 8.8281, 0.0009, -0.0023, 0.0018
O, 4.2618, 0.952, 9.0852, 0.0033, -0.0013, 0.0049
O, 6.721, 9.559, 9.2194, 0.0006, -0.0006, 0.0046
O, 9.2006, 1.8317, 8.8217, -0.0004, 0.0017, 0.0029
O, 7.7191, 3.1542, 23.5264, -0.0015, 0.0013, -0.0038
O, 10.51, 5.8475, 23.4501, -0.001, 0.0011, -0.0039
O, 5.1026, 0.438, 23.4049, -0.0009, 0.0014, -0.0037
O, 5.8744, 5.0964, 23.3537, 0.0011, -0.0011, -0.0033
O, 3.1176, 2.2115, 23.2778, 0.0019, -0.0015, -0.0039
O, 2.3006, 8.728, 23.2307, -0.0008, 0.0007, -0.0032
O, 8.6284, 7.7545, 23.3971, 0.002, -0.0016, -0.004
O, 0.2315, 10.3371, 23.596, 0.001, -0.0014, -0.0026
Si, 4.4032, 1.5738, 22.4717, -0.0004, -0.0001, 0.0041
Si, 3.4502, 7.9529, 13.9884, -0.0003, 0.0002, -0.0025
Si, 7.1078, 0.9602, 14.649, -0.0001, 0.0001, -0.0015
Si, 0.9472, 9.364, 22.526, 0.0003, -0.0002, 0.0038
Si, 1.118, 4.3498, 11.6577, 0.0005, 0.0014, -0.005
Si, 6.225, 8.9619, 15.2996, -0.0006, -0.0001, -0.0014
Si, 0.6997, 1.373, 12.1648, 0.0001, -0.0001, -0.0021
Si, 8.6441, 4.9573, 20.495, -0.0006, 0.0007, 0.002
B, 0.3686, 5.7019, 9.2763, 0.0037, -0.0018, -0.0035
Si, 5.0967, 3.1338, 17.9327, -0.0003, -0.0004, 0.0005
Si, 0.8809, 3.7864, 16.6632, -0.0005, 0.0001, -0.001
Si, 10.4102, 2.8507, 19.18, -0.0001, 0.0002, 0.0012
Si, 5.2733, 1.1865, 10.3648, -0.0011, -0.002, -0.0043
Si, 0.8895, 0.183, 19.8413, 0.0008, -0.0004, 0.0024
Si, 6.6143, 9.4575, 10.8522, 0.0007, 0.0004, -0.0035
Si, 9.3482, 9.6848, 18.3091, 0, 0, 0.0004
Si, 9.346, 9.2535, 12.5612, -0.0013, -0.0001, -0.0039
Si, 6.5889, 3.8484, 22.586, 0.0002, -0.0001, 0.0038
Si, 2.3426, 7.9, 9.3442, -0.0019, -0.0048, -0.0044
Si, 10.5936, 7.3836, 17.0484, 0.0001, -0.0003, -0.0004
Si, 2.5133, 6.307, 16.549, -0.0004, 0, -0.0009
Si, 10.1625, 4.5189, 14.087, -0.0009, -0.0022, -0.0016
Si, 6.1387, 9.1814, 18.4971, -0.0003, 0.0004, 0.0002
Si, 7.9799, 2.5722, 9.6055, 0.0004, 0, -0.0037
Si, 8.8968, 2.1252, 12.4608, 0, 0.0007, -0.0021
Si, 5.3336, 6.2458, 18.0468, -0.0002, -0.0003, 0.0004
Si, 3.9336, 0.5591, 19.466, -0.0004, 0.0003, 0.0023
Si, 4.2332, 3.8382, 12.0359, -0.0009, -0.0003, -0.0033
Si, 5.4979, 6.6014, 12.109, -0.0002, 0.001, -0.0031
Si, 8.0152, 2.502, 17.2095, -0.0001, -0.0001, -0.0002
Si, 4.3549, 2.502, 14.9484, -0.0006, 0.0003, -0.001
Si, 1.5428, 1.237, 15.1593, 0.0006, 0.0007, -0.0023
Si, 1.5271, 9.383, 11.971, 0.0003, -0.0008, -0.0029
Si, 7.9992, 6.8475, 13.8411, -0.0004, 0.0002, -0.0024
Si, 10.3695, 9.859, 15.4548, -0.0005, -0.0001, -0.0016
Si, 9.818, 7.0145, 22.5566, -0.0001, 0.0002, 0.0038
Si, 8.1203, 5.4884, 17.3946, 0.0001, -0.0002, 0.0004
O, 6.018, 7.9567, 11.2761, -0.0004, -0.0011, 0.0014
O, 5.9871, 9.1951, 16.886, -0.0002, -0.0002, 0.0007
O, 7.6925, 1.3262, 13.1837, -0.0001, 0.0001, 0.0007
O, 1.0105, 1.7601, 13.7244, 0.0006, -0.0007, 0.0011
O, 9.4086, 6.2951, 16.8523, -0.0004, 0.0001, -0.0002
O, 6.7009, 6.2062, 13.1267, 0.0001, -0.0002, 0.0007
O, 5.1074, 4.6703, 18.6082, -0.0002, 0.0003, -0.0005
O, 9.2219, 2.1331, 18.2712, 0, 0, -0.0003
O, 2.3771, 0.092, 19.0857, -0.0003, -0.0001, -0.0008
O, 9.4276, 10.2521, 16.7595, -0.0002, 0, 0.0002
O, 2.7515, 4.3811, 11.6696, -0.0013, -0.0005, 0.0015
O, 5.0751, 10.3222, 19.1072, 0.0002, -0.0003, -0.0007
O, 9.4208, 3.1781, 13.5631, 0.0016, 0.0022, 0.0013
O, 0.4753, 1.7791, 19.9174, -0.0004, 0, -0.001
O, 3.1696, 1.364, 15.0829, -0.0022, -0.0002, 0.0005
O, 8.1758, 5.4, 19.0144, 0.0001, 0, -0.0005
O, 3.8999, 6.6214, 17.3578, 0.0002, 0, 0.0001
O, 4.5819, 3.2894, 16.3803, 0.0001, 0.0003, 0.0007
O, 8.9981, 5.6455, 14.2642, 0.0002, -0.0008, 0.0007
O, 5.4667, 2.7617, 22.1378, 0.0001, 0, -0.0016
O, 10.7448, 4.3037, 15.5852, 0, 0, -0.0007
O, 0.318, 3.8647, 18.201, -0.0002, -0.0001, -0.0006
O, 10.4254, 10.517, 19.2257, -0.0003, 0, -0.0008
O, 9.5812, 10.0287, 14.0293, 0.0001, 0.0001, 0.002
O, 10.9137, 8.127, 22.0932, 0.0002, 0.0001, -0.0015
O, 1.1284, 2.2026, 16.4026, -0.0005, 0.0007, -0.0008
O, 9.7584, 3.7646, 20.3747, 0.0001, -0.0003, -0.001
O, 8.1941, 4.0291, 16.6855, 0, 0, 0.0002
O, -0.0928, 9.1187, 11.9142, -0.0002, 0.0001, 0.001
O, 6.5906, 2.4524, 18.0084, 0, 0.0003, -0.0002
O, 5.5487, 10.7058, 11.1939, 0, 0.0001, 0.0006
O, 7.7527, 9.589, 18.8179, -0.0002, -0.0001, -0.0004
O, 10.0379, 1.006, 12.0561, 0.0008, 0.0003, 0.0011
O, 1.3637, 6.7268, 8.9011, 0.0034, 0.0031, 0.0005
O, 0.5145, 4.7902, 13.1363, -0.0018, -0.0004, 0.002
O, 5.7123, 7.618, 18.9695, -0.0002, -0.0001, -0.0006
O, 5.1939, 5.0856, 11.5023, 0, -0.0004, 0.0006
O, 2.6816, 7.0146, 15.0936, -0.0004, -0.0005, 0.0011
O, 0.8512, 2.7449, 11.3141, -0.0004, -0.0014, 0.0014
O, 0.8371, 10.7251, 15.4709, -0.0004, -0.0001, 0.0001
O, 2.2762, 8.437, 10.8872, -0.0013, 0.0013, 0.0022
O, 4.694, 2.4191, 11.3059, -0.0002, 0.0007, 0.0009
O, 4.2176, 3.5405, 13.681, -0.0005, 0.0004, 0.0009
O, 2.236, 4.6911, 16.4851, -0.0004, -0.0003, -0.0002
O, 10.7179, 8.2773, 15.6817, 0, 0.0002, 0.0002
O, 6.8829, 10.2995, 14.6783, -0.0002, -0.0004, 0.0006
O, 2.3223, 8.987, 13.3735, 0, -0.0003, 0.001
O, 8.0116, 1.5144, 15.9096, -0.0002, 0, 0.0007
O, 4.0878, 7.0043, 12.8323, -0.0007, 0.0002, 0.0011
O, 4.1856, 2.0108, 18.7209, -0.0002, 0, -0.0007
O, 7.3197, 4.4096, 21.2586, 0.0007, 0.0004, -0.002
O, 8.4262, 2.9322, 11.1306, 0.0004, -0.0008, 0.0023
O, 1.1758, 6.8613, 17.3393, -0.0001, 0.0001, 0.0001
O, 5.6636, 1.6242, 14.7222, 0.0007, -0.0007, 0.0004
O, 8.0893, 9.7653, 11.5877, 0.0007, -0.0001, 0.0014
O, 9.2209, 6.2848, 21.2379, -0.0003, -0.0009, -0.002
O, 8.9101, 7.7259, 12.8529, -0.0005, -0.0005, 0.0014
O, 1.6333, 0.0887, 11.7379, -0.0008, 0.0004, 0.001
O, 6.6406, 6.1183, 17.051, -0.0005, -0.0001, -0.0002
O, 7.3499, 7.7953, 15.0276, -0.0002, 0, 0.0007
O, 1.2093, 10.3143, 21.2325, 0.0001, 0.0005, -0.0022
O, 10.0506, 8.2116, 18.34, -0.0001, 0, -0.0005
O, 3.9643, 0.8561, 21.0813, -0.0001, -0.0004, -0.0023
O, 0.4179, 5.4124, 10.6949, 0.0004, -0.0007, 0.0059
O, 6.7036, 1.5732, 9.6862, 0.0002, 0.0004, 0.0018
O, 4.7365, 8.7196, 14.6643, 0.0004, 0.0001, 0.0008

Results
free energy: -135250.002 eV
free energy less fixed offsets of B -154.04, O -568.88, Si -635.61 eV per atom: 3.758 eV

The program warned: the cutoff lies below the one the program advises for these potential files; the forces do not sum to zero within the program's tolerance; the exchange-correlation potential is rough where the density is thin.
